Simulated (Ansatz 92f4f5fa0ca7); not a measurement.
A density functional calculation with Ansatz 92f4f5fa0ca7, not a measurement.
Periodic cell of 122 atoms, Si78O44, from a study of silicon, its oxide and their interface. The atomic structure is a simulated model.

Settings: functional r2SCAN; potential files Ansatz norm-conserving; basis plane waves; wave-function cutoff 1300 eV; density cutoff ratio 4; exchange-correlation grid ratio 1; k mesh 2 x 2 x 1, shifted by 0.5 0.5 0.5 of a step; self-consistency stop 5e-08 eV per atom in the density residual; occupations Fermi-Dirac, 0.05 eV; spin none; net charge 0.

Cell vectors (angstrom)
a, 10.88, 0, 0
b, 0, 10.88, 0
c, 0, 0, 17.8325

Atoms and the computed forces on them: element, x, y, z (angstrom), force x, y, z (eV/angstrom)
Si, -1.2635, -1.6582, -0.5704, -1.1616, 1.938, -1.4211
Si, 2.3735, 2.6086, 0.0009, -0.4476, -2.9753, -2.3101
Si, -0.7118, 6.116, -0.896, 0.8121, 1.4309, -0.0441
Si, 2.8548, 8.3028, 0.1307, 1.6107, -0.0635, -1.0778
Si, 4.5626, 0.0546, -0.6915, -2.6905, 1.0466, 4.8685
Si, 8.3906, 2.649, -0.2309, 2.032, 1.7161, 0.7509
Si, 5.4045, 6.2155, 0.3483, 3.309, 0.0971, 0.3012
Si, 8.557, 10.2783, -6.3352, -1.7167, -3.406, -1.0847
Si, 1.0276, 1.2113, 1.3297, 0.7056, -0.8009, -0.138
Si, 4.2556, 4.5321, 1.535, 1.0761, -1.6672, 1.061
Si, 1.4812, 7.3135, 1.5818, 1.7918, -2.535, -0.3699
Si, 4.1272, 9.4944, 1.4965, 0.1743, 2.4071, -0.0987
Si, 7.0471, 1.3273, 1.3285, -0.4237, 2.122, -0.6798
Si, 9.5997, 4.3021, 1.2338, -1.58, -2.4006, 2.2611
Si, 7.3689, 7.3581, 1.7376, -1.3658, -0.8718, -0.6564
Si, 9.017, 9.1552, 1.7309, 1.1371, -1.2596, -1.87
Si, 0.0738, 2.723, 2.8359, -1.0951, 0.2863, -1.1804
Si, 2.7444, -0.0789, 2.8337, -0.5535, 1.4934, -0.8226
Si, -0.004, 8.2209, 2.7474, -2.3406, 0.8852, 2.3267
Si, 2.6709, 5.4713, 2.8012, -0.3484, 2.3655, 0.9117
Si, 5.4682, 2.7939, 2.875, -0.1136, -0.5107, -1.8723
Si, 8.1618, -0.0227, 2.8024, -0.4031, 0.8395, 1.1067
Si, 5.5031, 8.1585, 2.7769, 0.0484, 0.2982, 1.3296
Si, 8.1642, 5.4337, 2.7693, 0.387, -0.1615, 0.4396
Si, 1.36, 4.08, 4.1789, 0.1229, 0.2226, 0.3334
Si, 4.08, 1.36, 4.1789, -0.2323, -0.0044, -0.1246
Si, 1.36, 9.52, 4.1789, 0.0137, 0.0268, 0.2186
Si, 4.08, 6.8, 4.1789, -0.2864, 0.0562, 0.0525
Si, 6.8, 4.08, 4.1789, 0.5451, 0.54, 0.4903
Si, 9.52, 1.36, 4.1789, 0.0674, 0.374, -0.0871
Si, 6.8, 9.52, 4.1789, -0.7163, 0.4656, 0.6542
Si, 9.52, 6.8, 4.1789, 0.3837, -0.7844, -0.0296
Si, 0, 0, 5.5719, 0.0245, -0.0892, 0.2482
Si, 2.72, 2.72, 5.5719, -0.5843, -0.5504, -0.5218
Si, 0, 5.44, 5.5719, -0.0329, 0.4021, -0.4921
Si, 2.72, 8.16, 5.5719, -0.3199, 0.6528, -0.63
Si, 5.44, 0, 5.5719, -0.048, 0.0959, -0.4199
Si, 8.16, 2.72, 5.5719, -0.228, -0.463, -0.7506
Si, 5.44, 5.44, 5.5719, 0.0159, 0.0172, -0.1245
Si, 8.16, 8.16, 5.5719, 0.8409, -0.1031, -0.2415
Si, 1.4065, 1.3344, 6.9561, -0.2736, -0.0685, 0.7541
Si, 3.9809, 4.0737, 6.8886, 1.6844, 0.4039, 0.8153
Si, 1.3159, 6.8919, 6.9476, -2.3421, -0.3933, -0.2757
Si, 4.0735, 9.4639, 7.0045, 1.1086, -0.5393, -2.8678
Si, 6.8092, 1.3447, 6.9491, -0.0293, 0.207, 0.0243
Si, 9.5191, 4.0021, 6.8629, -0.6704, 0.3975, 0.8424
Si, 6.8025, 6.8284, 6.9469, -0.0567, -2.877, -0.9311
Si, 9.4717, 9.5194, 7.0053, 0.0956, -0.0416, -0.6012
Si, -0.6942, 2.4841, 8.4436, 2.0934, 0.3334, 0.1934
Si, 3.4514, 0.2623, 8.1766, -2.8609, 2.9566, 0.851
Si, -0.404, 8.4605, 11.0586, 4.8122, -0.1525, -0.3572
Si, 2.6565, 5.5558, 8.0315, -0.4878, -0.3974, 1.8138
Si, 5.6538, 2.8247, 8.3871, -0.8636, -0.2723, -0.0641
Si, 7.293, -0.8683, 7.6086, 0.9488, 0.8237, -0.4694
Si, 3.0504, 8.2939, 8.6549, 0.7707, -2.2735, 0.7135
Si, 7.5054, 4.7823, 8.6714, 0.604, 0.6892, -3.2016
Si, -0.8496, 6.1025, 9.2702, 6.689, 0.342, -3.2666
Si, 2.362, 0.502, 10.4641, -2.7619, -2.597, -1.9584
Si, 0.7609, 8.755, 13.2827, 3.3984, -0.1286, 4.326
Si, 2.3684, 8.899, 10.697, -2.856, 3.786, -2.4136
Si, 6.6166, 2.4095, 12.4843, -3.8244, -5.1394, -0.4313
Si, 11.6223, 4.3753, 9.4823, -0.5686, -0.7809, -3.7507
Si, 5.2687, 12.2516, 10.3131, -1.258, 1.455, 0.2545
Si, 5.5553, 8.0012, 8.318, -0.8806, 1.0622, 0.2736
Si, 1.3763, 4.7932, 15.7085, -0.1812, 2.0993, -1.4103
Si, -4.0375, 7.5892, 11.1423, -1.2826, 6.5765, -1.2045
Si, 7.6049, 5.1643, 15.9528, -2.2095, -4.5735, -0.4166
Si, 7.2297, -0.3671, 9.7623, -0.3113, 0.2663, -1.9116
Si, 3.9543, 7.127, 12.5215, -0.8993, 4.6259, 0.6327
Si, 7.4657, 5.1883, 12.8762, 5.3442, 1.8133, 0.9377
Si, 2.9187, 15.6438, 13.5228, 3.5979, 0.862, 0.6745
Si, 11.0836, 0.7209, 16.5801, 0.6163, 5.5556, 0.8401
Si, 6.8562, 10.8848, 15.9711, 9.0784, 2.7999, 2.0236
Si, 13.8209, 8.8084, 14.9184, -8.1995, 1.332, 0.0102
Si, 8.1435, 12.243, 13.8906, 0.0761, 1.5673, 0.0436
Si, 1.4877, 2.9092, 11.7631, -2.7386, -1.8401, -9.3103
Si, 10.1808, 3.9277, 13.3978, -0.1377, -2.5673, -2.9996
Si, 15.7632, 13.5955, 14.7537, -0.904, 3.3393, 0.8088
O, 0.036, -0.8114, -1.3675, -3.0159, -4.764, 1.3723
O, 8.2651, -0.7465, -1.2874, -0.3829, -1.3197, -0.4749
O, 7.5101, 3.5053, -1.3832, 0.0501, -0.1967, -0.1544
O, 2.0514, 3.5377, -4.8219, 2.7811, -0.5743, 3.1334
O, -0.5733, 5.6578, 0.6641, -0.3691, 0.6261, -1.1896
O, 6.6677, 5.7949, -0.7757, -1.5679, 1.2773, -0.4226
O, -1.1774, 7.6641, -1.0398, -0.3717, -0.2906, -0.1964
O, 4.0846, 7.0869, 0.1203, -1.0075, 0.6996, -2.2506
O, 2.9389, 3.6561, 1.0288, 1.135, 0.1536, -1.1731
O, 1.8162, -0.8165, -3.9807, 0.5681, -2.9045, 0.1424
O, 11.7644, 6.068, -1.2247, -1.2095, -2.2381, -0.4445
O, 9.3349, 2.6228, -3.8927, -0.7407, -1.7395, 0.3035
O, 0.2982, 4.5688, -3.4024, 0.8089, -0.5125, 2.0933
O, 9.7564, 1.8832, -0.8238, -0.934, -1.1036, -0.5955
O, 13.9345, 9.4396, -1.3539, 0.0994, -1.749, -0.4004
O, 5.5055, -0.6496, 16.0548, -4.2972, -2.7596, -2.326
O, -4.4333, 11.6615, 17.6434, -1.9741, -0.7151, -1.666
O, 3.6417, 1.3192, 10.8178, 3.5015, 2.2583, 2.07
O, 0.9601, 1.4545, 10.7985, 4.0511, -0.5675, 2.1921
O, 1.2845, 7.7271, 14.8181, 1.6252, 3.9639, -3.3968
O, -1.0614, 9.8416, 10.5212, -0.6417, 0.311, 1.2487
O, 2.5002, 8.1918, 12.0762, 2.6177, -2.7925, 3.8423
O, 6.9626, 5.2291, 14.3889, 1.232, 1.0784, 2.0498
O, 6.9254, 6.2869, 11.8804, 1.4413, -5.2249, 1.5479
O, -0.0375, 7.2141, 8.0222, -0.5618, -1.1544, 0.5917
O, 7.2564, 3.7945, 12.3326, -1.5873, -1.0334, -2.4528
O, 12.8911, 3.7597, 10.2404, 0.5738, -1.4357, 4.6977
O, 8.5432, 16.7867, 9.4168, -4.592, -0.664, 1.0144
O, 7.9431, 8.5804, 11.9301, 0.6807, 1.0556, -1.4109
O, 10.4579, 6.9418, 10.5209, -0.6096, 2.7418, 3.3272
O, 6.7903, 8.1511, 9.5339, -0.3877, -1.2232, 3.3393
O, 2.5011, 5.5716, 14.8409, 0.0644, -1.5795, 0.0738
O, -6.7639, 8.0444, 14.3056, 1.7877, -2.4023, -3.3398
O, 5.0496, 2.144, 13.3189, 2.368, -1.5323, -2.7177
O, 2.0215, 3.5443, 16.4398, -0.1381, -1.0119, 1.0829
O, 5.6175, -0.2204, 9.9615, -0.3207, 0.9452, 1.6208
O, 5.3199, 7.915, 11.8157, -2.9424, -1.0509, 0.331
O, 2.9182, 5.8398, 12.301, 2.1163, 0.807, 0.0326
O, 9.2707, 4.9876, 12.696, -4.4184, 3.2682, 0.9104
O, 9.2025, 5.1825, 15.9319, 1.3744, 2.7481, 1.3628
O, 10.8532, 3.3757, 11.8279, -1.9796, 1.1817, 3.5888
O, 15.3459, 15.257, 13.8503, -0.3975, -1.283, 0.8736
O, 14.3375, 12.2009, 17.0799, 1.25, -0.0591, 0.3426
O, 8.4547, 0.0618, 12.8928, 1.5888, 0.9818, 2.1278

Results
free energy: -29556.049 eV
free energy less fixed offsets of O -463.61, Si -117.95 eV per atom: 42.891 eV
pressure: -0.55 GPa
stress xx, yy, zz, yz, xz, xy (GPa, positive in tension): 2.11, -0.69, 0.24, -2.78, -0.25, 0.88
